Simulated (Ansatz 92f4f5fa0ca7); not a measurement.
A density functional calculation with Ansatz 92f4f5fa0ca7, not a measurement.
Periodic cell of 234 atoms, Si134O100, from a study of silicon, its oxide and their interface. The atomic structure is a simulated model.

Settings
functional: PBE
potential files: Ansatz PAW
basis: plane waves
wave-function cutoff: 700 eV
density cutoff ratio: 5
exchange-correlation grid ratio: 2
k mesh: 2 x 2 x 1, shifted by 0.5 0.5 0.5 of a step
self-consistency stop: 5e-08 eV per atom in the density residual
occupations: Fermi-Dirac, 0.05 eV
spin: none
net charge: 0

Cell vectors (angstrom)
a	11.5983	0	0
b	0	15.4644	0
c	-5.7163	-5.614	22.5001

Atoms: element, x, y, z (angstrom)
Si	1.3608	-2.4326	0.0435
Si	1.5529	1.9722	0.1501
Si	1.4838	5.1061	0.3388
Si	1.4023	9.8845	0.0432
Si	5.2562	-1.534	-0.069
Si	5.2693	1.5815	-0.1724
Si	5.3881	5.9983	-0.3057
Si	5.3622	9.1381	-0.2032
Si	8.9661	-1.1588	-0.3382
Si	9.2394	1.8527	0.2915
Si	9.504	4.8755	-0.0558
Si	9.2047	9.3678	-0.3534
Si	3.3717	-1.9166	1.2895
Si	3.4943	1.8096	1.4082
Si	3.569	5.6104	1.2757
Si	3.4617	9.4092	1.1883
Si	7.2331	-1.8649	1.1799
Si	7.1671	1.8659	1.3355
Si	7.3897	5.6141	1.0236
Si	7.3072	9.4636	1.0889
Si	10.892	-1.9687	1.098
Si	11.2117	1.7103	1.4929
Si	11.152	5.3641	1.5837
Si	11.0191	9.2919	1.1764
Si	3.3909	-0.0892	2.7584
Si	3.5628	3.737	2.7091
Si	3.4416	7.5388	2.6321
Si	3.4367	11.4437	2.4804
Si	7.2428	-0.0676	2.6983
Si	7.2317	3.8018	2.6187
Si	7.364	7.5511	2.5155
Si	7.2793	11.4678	2.4422
Si	11.1163	-0.2341	2.7222
Si	11.2062	3.5394	2.9381
Si	11.1275	7.4577	2.6699
Si	11.0235	11.3995	2.4317
Si	1.4527	-0.1548	4.089
Si	1.637	3.6749	4.1138
Si	1.5058	7.5624	3.9871
Si	1.4472	11.4331	3.8572
Si	5.3403	-0.098	4.085
Si	5.4129	3.7868	4.1241
Si	5.4138	7.575	3.9574
Si	5.3635	11.4231	3.8855
Si	9.1841	-0.1509	4.0801
Si	9.1422	3.6582	4.0518
Si	9.1903	7.5574	4.0211
Si	9.1513	11.4034	3.9197
Si	1.4805	13.3259	5.3177
Si	1.5573	1.7726	5.4882
Si	1.5723	5.6473	5.3742
Si	1.4885	9.5364	5.3195
Si	5.3663	13.3412	5.2633
Si	5.3565	1.8427	5.4683
Si	5.3866	5.7212	5.4639
Si	5.3571	9.512	5.3488
Si	9.1932	13.2913	5.3409
Si	9.2048	1.7807	5.4496
Si	9.1551	5.6086	5.3674
Si	9.1747	9.5155	5.3847
Si	3.4643	13.4749	6.6359
Si	3.4671	1.8193	6.8978
Si	3.4342	5.7212	6.8543
Si	3.403	9.5727	6.7505
Si	7.2284	13.2073	6.6987
Si	7.2831	1.8113	6.7959
Si	7.3024	5.6644	6.881
Si	7.2451	9.5006	6.7844
Si	11.1666	13.2856	6.7297
Si	11.1777	1.8336	6.7632
Si	11.1649	5.5785	6.6035
Si	11.1628	9.4712	6.7063
Si	3.5459	-0.1347	8.2004
Si	3.4466	3.7663	8.2715
Si	3.3652	7.6961	8.2533
Si	3.4124	11.6146	7.9771
Si	7.2591	-0.2452	7.8501
Si	7.3003	3.6731	8.2861
Si	7.2976	7.6565	8.2295
Si	7.1325	11.339	8.2559
Si	11.2536	-0.1276	7.9971
Si	11.1859	3.7805	8.0994
Si	11.1565	7.4618	7.92
Si	11.1364	11.3275	8.1711
Si	1.5288	15.029	9.3965
Si	1.4519	4.1064	9.5238
Si	1.3155	7.2427	9.4593
Si	1.5196	11.9103	9.3441
Si	5.6104	14.9961	9.4644
Si	5.3727	4.0627	9.655
Si	5.3385	7.332	9.5264
Si	5.1355	11.8731	9.5675
Si	9.2144	14.926	9.0545
Si	9.3045	4.1404	9.4752
Si	9.3472	7.2689	9.392
Si	9.1349	11.7371	9.4781
Si	9.4689	7.9248	16.2498
Si	2.6574	2.7096	14.1371
Si	7.7029	0.3073	11.5495
Si	-0.8451	5.9343	20.2857
Si	9.5792	10.9376	12.4141
Si	5.1337	4.2009	12.6914
Si	9.4279	3.1713	15.1502
Si	-0.9749	11.4197	15.1735
Si	6.9463	1.5482	15.6999
Si	5.9106	0.4143	20.5092
Si	5.3599	7.3391	12.5442
Si	2.6353	1.5398	16.9229
Si	1.3143	5.9694	18.2042
Si	3.031	13.9735	16.6528
Si	7.5397	9.0152	13.8732
Si	9.7205	2.4079	12.1858
Si	6.7849	4.3274	15.2883
Si	4.3076	2.5612	19.458
Si	9.9867	10.4882	17.7593
Si	7.5221	-1.853	19.1204
Si	6.2449	14.3381	16.6738
Si	6.9699	6.5738	17.1876
Si	0.7305	3.7053	16.1753
Si	7.5978	10.7885	19.8163
Si	0.112	8.4164	14.5175
Si	-0.9465	13.6655	19.9797
Si	1.0849	1.7423	11.6672
Si	3.1316	11.1535	11.7687
Si	3.1107	8.903	14.0277
Si	3.8564	13.1542	13.9099
Si	3.7715	5.2711	19.7299
Si	6.2755	14.8456	13.8358
Si	0.501	12.4994	17.4555
Si	5.6495	9.3597	17.9088
Si	3.2906	7.9334	19.0882
Si	11.1051	8.5819	11.5777
Si	7.6012	5.8288	20.0904
Si	5.1442	10.5878	15.296
O	1.3441	-2.6223	-1.6186
O	7.0667	0.6193	21.6398
O	7.695	10.6437	21.4425
O	9.0576	-1.6359	19.616
O	2.0563	7.4438	18.0974
O	9.0515	10.8346	19.0446
O	4.1756	7.7954	13.5551
O	-0.0465	11.0032	17.9727
O	5.179	-2.6022	-1.3132
O	-0.3143	4.5809	21.0321
O	4.7904	14.3779	13.3503
O	5.7138	1.8153	19.7344
O	9.1988	5.7623	19.951
O	5.2739	5.1477	-1.721
O	5.336	7.5879	-0.8338
O	6.4824	-0.6795	19.4758
O	6.3034	15.9614	10.6838
O	9.2013	0.4756	-0.6684
O	9.3576	3.2779	-0.5962
O	10.1527	5.6011	-1.4086
O	3.7807	9.686	15.2948
O	4.3476	6.6825	19.1757
O	1.3505	3.1559	10.8791
O	11.0911	1.5387	11.9749
O	1.4298	5.6897	10.0974
O	6.2251	5.6684	16.0308
O	8.5622	6.7311	16.8469
O	0.8641	8.2139	10.7476
O	8.4153	9.8585	12.8013
O	1.2879	2.4511	17.0784
O	1.9069	11.0593	10.7111
O	8.2967	1.6083	12.3311
O	5.4267	5.7038	9.7241
O	5.3596	3.4769	11.2389
O	4.5819	11.1125	10.9703
O	2.8906	9.9124	12.7845
O	1.7307	8.2163	14.558
O	5.4647	13.4409	10.0635
O	9.2924	13.309	9.0924
O	9.0558	11.8028	11.1491
O	5.0342	5.7742	12.376
O	5.0741	2.5403	-1.5229
O	9.7647	8.1308	10.7561
O	9.2038	5.723	9.9749
O	1.3638	13.4678	9.9308
O	6.8781	-3.2415	19.641
O	6.3887	4.1106	13.7283
O	6.8323	7.6929	13.2082
O	8.9702	15.3704	10.6184
O	1.4324	-4.0067	0.5863
O	7.3856	14.6181	12.675
O	8.526	-1.6652	-1.8723
O	0.0214	12.5537	15.8565
O	9.4812	11.1903	16.3468
O	2.8479	13.7434	15.0449
O	9.9568	11.8589	13.7428
O	-0.1604	13.5444	18.5325
O	8.5558	8.6353	15.0901
O	8.5825	1.8002	15.5594
O	3.7706	5.217	21.3737
O	7.3897	-1.9401	17.4898
O	1.4782	3.574	-0.4073
O	4.6679	4.101	19.06
O	6.6539	13.9494	15.1391
O	6.2955	0.9597	14.3012
O	8.4072	4.4228	15.3542
O	3.4126	2.6519	20.8614
O	5.2921	8.0091	11.0527
O	6.9151	5.8314	18.622
O	1.572	0.4828	10.7614
O	-0.6855	7.4734	15.606
O	6.1979	8.016	17.1529
O	9.5534	3.3899	10.916
O	10.9299	10.1734	11.8896
O	5.279	0.0083	-0.746
O	4.7824	12.024	14.6532
O	6.3302	9.9654	14.3913
O	6.2699	2.988	16.0861
O	-0.4307	7.9044	13.0689
O	-0.8741	3.4579	16.0887
O	9.856	8.8885	17.5151
O	3.8174	3.6037	13.4433
O	1.1213	5.1644	16.8016
O	5.644	10.6204	16.8553
O	4.1121	9.175	18.4386
O	1.9905	1.7142	13.0342
O	9.9293	3.1695	13.6094
O	3.0368	12.5272	12.6658
O	4.6539	13.9712	17.0114
O	2.1285	12.8155	17.4308
O	6.5276	0.486	16.865
O	1.4664	3.6818	14.715
O	-0.1527	6.1467	18.8353
O	2.3387	-0.06	17.0154
O	3.5857	1.8552	18.1915
O	3.263	1.873	15.4307
O	-0.1884	9.9955	14.8906
O	6.6465	9.6595	19.1515
O	2.2276	5.0669	19.2172
O	1.2629	10.0785	-1.6137

Results
free energy: -142071.638 eV
free energy less fixed offsets of O -569.03, Si -635.61 eV per atom: 3.102 eV
pressure: -0.14 GPa
stress xx, yy, zz, yz, xz, xy (GPa, positive in tension): 0.14, -0.58, 0.85, 0.33, 0.14, 0.69

Forces (eV/angstrom), in the order of the atoms: element, x, y, z
Si	0.0754	-0.0186	0.1392
Si	0.0375	0.0517	-0.3107
Si	0.1865	-0.0043	-0.6038
Si	0.0488	-0.0305	-0.0269
Si	-0.1229	0.079	-0.16
Si	-0.0494	-0.1246	-0.195
Si	-0.0913	0.1264	-0.1888
Si	-0.124	-0.021	-0.0878
Si	0.1071	-0.0283	-0.2194
Si	-0.0782	0.0543	-0.551
Si	0.0995	-0.0975	-0.4746
Si	0.1176	-0.0809	-0.2325
Si	-0.076	-0.0828	-0.2753
Si	0.1526	-0.0074	-0.2675
Si	-0.0067	-0.0043	-0.18
Si	-0.0929	0.0843	-0.2733
Si	-0.0631	-0.0725	-0.0742
Si	-0.1505	-0.2109	-0.2825
Si	0.065	0.0044	-0.1072
Si	-0.0351	-0.0065	-0.0435
Si	-0.0528	0.0556	-0.3476
Si	0.0816	0.1041	-0.1772
Si	-0.0988	-0.0471	-0.0475
Si	0.1349	-0.0071	-0.0443
Si	-0.0327	-0.1759	0.0538
Si	-0.0146	0.0925	0.1143
Si	0.0166	0.0945	-0.0576
Si	0.0376	-0.0458	0.2581
Si	-0.0699	0.091	0.1139
Si	0.059	0.084	-0.0075
Si	-0.0338	-0.0395	-0.1105
Si	0.0671	0.1359	-0.1357
Si	0.0463	-0.1335	0.0432
Si	-0.0012	-0.0244	0.3303
Si	-0.021	0.1389	0.0121
Si	-0.1816	-0.0068	0.2672
Si	-0.0225	0.0319	-0.0248
Si	-0.0116	0.0358	-0.0812
Si	0.0629	-0.0242	0.0722
Si	0.0662	0.039	-0.2591
Si	0.1335	-0.0109	-0.0274
Si	-0.0737	-0.0288	0.0493
Si	-0.0095	-0.0686	0.0382
Si	-0.2677	0.0224	-0.1463
Si	-0.1245	-0.1048	-0.0058
Si	0.0493	0.0387	-0.0384
Si	-0.0092	-0.0468	0.0486
Si	0.2991	0.0268	-0.2341
Si	0.0185	-0.0563	0.1611
Si	0.0097	-0.005	-0.0469
Si	-0.0424	0.0086	0.1355
Si	-0.0591	0.0119	-0.0895
Si	0.0599	-0.031	0.151
Si	0.0545	-0.0027	-0.1402
Si	-0.0158	0.0511	0.1383
Si	0.0268	0.0565	-0.1211
Si	0.0068	-0.0165	0.2233
Si	-0.0982	-0.0071	-0.0151
Si	0.0017	0.0276	0.1597
Si	0.007	0.046	-0.1155
Si	0.0255	0.1417	-0.179
Si	-0.0639	0.0956	0.0588
Si	0.0722	0.074	0.0233
Si	0.0201	-0.0479	0.0188
Si	0.0952	-0.0782	-0.2788
Si	-0.045	0.0869	0.0909
Si	-0.0244	-0.1349	-0.0182
Si	-0.0023	0.0077	0.0142
Si	-0.1392	0.0153	-0.2033
Si	0.0379	0.1681	-0.0841
Si	0.0121	-0.1039	-0.3195
Si	0.0511	0.1413	-0.0475
Si	0.1046	-0.1913	0.2283
Si	-0.11	0.0464	0.0877
Si	-0.1332	-0.1503	0.0375
Si	-0.1034	-0.0465	0.2061
Si	0.0463	0.0443	0.0473
Si	-0.011	0.096	0.067
Si	0.1544	-0.1518	0.1107
Si	-0.1427	0.1376	0.3231
Si	-0.0929	-0.1717	0.1397
Si	-0.0396	0.027	0.1558
Si	-0.0226	0.0683	0.1471
Si	0.0259	0.0732	0.2666
Si	-0.0665	0.0194	0.3474
Si	0.0077	0.0976	0.3393
Si	0.0259	-0.0198	0.3628
Si	0.024	-0.0703	0.2992
Si	0.2979	0.0184	0.2786
Si	0.1014	-0.0688	0.1919
Si	-0.001	0.0669	0.2197
Si	-0.0015	-0.0591	0.3112
Si	-0.099	0.1148	0.1877
Si	0.0181	0.0011	0.4841
Si	-0.035	-0.0003	0.3768
Si	0.185	0.2023	0.139
Si	0.0564	0.0618	-0.0997
Si	-0.0864	0.0942	0.3795
Si	0.0035	-0.2423	0.2212
Si	0.1935	0.021	-0.1406
Si	0.0407	-0.0878	0.5913
Si	-0.0229	0.0484	0.4541
Si	-0.0146	0.051	0.232
Si	0.0245	-0.0586	0.0583
Si	-0.0805	-0.009	0.1159
Si	0.0473	-0.0096	-0.1653
Si	0.0327	0.0283	0.5738
Si	-0.1751	-0.064	-0.1425
Si	0.1579	-0.0531	-0.3012
Si	0.0261	-0.1235	-0.0237
Si	-0.0599	0.0643	0.4732
Si	-0.0555	0.0574	0.3403
Si	-0.058	0.1408	0.2539
Si	-0.067	0.2077	-0.3763
Si	0.0714	-0.1842	-0.3432
Si	0.1097	-0.1907	-0.5682
Si	-0.0807	-0.1289	-0.0382
Si	-0.0779	0.1447	-0.3858
Si	0.0336	0.017	-0.0029
Si	-0.0114	0.0682	-0.517
Si	0.09	0.0645	0.4048
Si	-0.094	-0.0789	-0.3623
Si	0.1042	-0.067	0.1688
Si	0.0196	0.0843	0.3497
Si	-0.043	-0.0249	0.5226
Si	0.1884	0.0285	0.4255
Si	-0.0965	-0.0375	-0.3411
Si	-0.1196	-0.0853	0.3116
Si	0.287	-0.2452	-0.2392
Si	-0.1194	0.0553	-0.3645
Si	0.085	0.1476	-0.5388
Si	-0.0594	-0.1386	0.4191
Si	-0.0562	-0.0107	-0.452
Si	0.0121	-0.0151	0.1256
O	-0.0448	0.074	0.4391
O	0.0909	-0.087	0.2032
O	-0.058	0.2919	0.5159
O	0.1448	0.0349	0.1924
O	0.0924	0.0639	0.2644
O	-0.1349	0.0294	0.3459
O	0.143	-0.0846	-0.2794
O	-0.0034	0.1564	0.1058
O	0.0597	0.0432	0.0377
O	0.0055	-0.0374	0.0763
O	0.0058	-0.042	-0.1472
O	0.0352	-0.0426	0.0793
O	-0.0108	0.0323	0.0565
O	0.0242	0.0346	0.2029
O	0.0977	-0.1508	0.5033
O	-0.1729	0.1695	0.2446
O	-0.3612	-0.1847	-0.201
O	-0.0265	-0.2681	0.4501
O	-0.1267	0.3541	0.5826
O	-0.1355	-0.1112	0.2161
O	-0.0567	-0.0231	-0.1371
O	-0.0546	-0.0669	0.2575
O	0.0254	0.0942	-0.2047
O	0.0633	-0.0199	-0.0652
O	0.0158	-0.0255	-0.5254
O	0.0435	-0.0436	0.0522
O	-0.0355	-0.0231	0.1086
O	0.2382	-0.1585	-0.3365
O	0.0843	0.1127	-0.2369
O	0.0374	0.0231	0.0105
O	-0.1913	0.1052	-0.2851
O	-0.0067	0.0555	-0.1625
O	-0.0429	-0.0016	0.0564
O	0.0277	0.061	-0.743
O	0.1857	0.128	-0.354
O	0.0007	0.1336	-0.3458
O	0.0191	0.0549	-0.161
O	-0.0862	0.0122	-0.3135
O	0.049	-0.0801	0.1356
O	-0.1128	-0.1124	-0.6384
O	-0.0668	0.0316	0.0304
O	0.0605	-0.1004	0.2702
O	-0.185	-0.1284	-0.3946
O	0.0134	-0.0687	-0.4737
O	0.1254	-0.1444	-0.4542
O	-0.0639	0.0655	0.0193
O	-0.0707	-0.0622	-0.2465
O	-0.1402	-0.0954	-0.2418
O	0.0934	-0.0166	-0.2468
O	0.0094	0.0118	-0.1217
O	0.0562	0.1923	-0.3617
O	0.0451	0.0572	0.4903
O	-0.0751	-0.0164	0.0922
O	0.0326	0.0112	0.1007
O	0.0298	-0.0398	-0.1354
O	-0.0555	-0.0917	-0.3054
O	-0.2098	0.1102	0.4359
O	-0.0562	-0.0173	-0.1233
O	0.0108	0.0799	-0.0738
O	-0.0477	-0.0958	0.0802
O	0.02	0.0514	0.3665
O	0.1057	-0.026	0.5645
O	-0.0288	-0.1017	0.121
O	-0.0325	0.1029	-0.0769
O	0.0243	-0.0266	-0.0447
O	0.0544	-0.1178	-0.0647
O	-0.0616	0.1725	0.4769
O	0.0229	-0.0282	-0.5332
O	0.0823	-0.0436	0.3807
O	0.0156	0.0202	-0.2027
O	-0.055	0.109	-0.1193
O	0.0135	-0.0489	0.1452
O	-0.0506	0.1139	-0.2931
O	0.1226	0.1378	-0.1984
O	0.048	-0.1123	0.4471
O	-0.0623	0.0814	-0.1588
O	0.1233	-0.0545	-0.1357
O	0.0926	-0.017	-0.1194
O	-0.0398	0.051	-0.4538
O	-0.037	-0.033	-0.0742
O	-0.0378	0.0458	0.0581
O	0.1219	0.0616	-0.2249
O	0.0348	0.0129	0.1441
O	0.0278	-0.1056	0.0994
O	-0.0787	-0.0973	0.1666
O	-0.1897	-0.0615	-0.3392
O	-0.0065	-0.0585	-0.3308
O	-0.0437	-0.2122	-0.3313
O	0.028	0.0742	0.0331
O	-0.1039	-0.0055	0.0179
O	0.0166	0.0056	-0.075
O	0.0672	-0.1083	-0.1266
O	-0.224	-0.0403	0.3498
O	0.0144	0.0546	0.0275
O	0.1727	0.1093	0.3801
O	-0.0225	0.0788	-0.0985
O	0.001	-0.0011	-0.1109
O	0.1281	-0.0286	0.2787
O	0.063	0.0549	0.1304
O	-0.0368	-0.0924	0.4526

The program warned: the cutoff lies below the one the program advises for these potential files.
